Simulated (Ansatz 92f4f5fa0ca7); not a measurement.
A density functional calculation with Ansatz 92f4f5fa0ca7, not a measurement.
Periodic cell of 220 atoms, Si132O88, from a study of silicon, its oxide and their interface. The atomic structure is a simulated model.
Doubt: the cutoff is low for norm-conserving oxygen, so forces and energies are approximate.

Settings: functional HSE06; potential files SPMS norm-conserving; basis plane waves; wave-function cutoff 800 eV; density cutoff ratio 4; exchange-correlation grid ratio 1; k mesh 1 x 1 x 1, Gamma-centred; occupations fixed; spin none; net charge 0.

Cell vectors (angstrom)
a	10.938	0	0
b	0	10.938	0
c	0	0	32.8122

Atoms: element, x, y, z (angstrom)
Si	-0.2367	0.3589	25.2988
Si	5.7681	-0.1397	25.3314
Si	2.5339	3.0967	25.3565
Si	8.4761	2.6133	25.2457
Si	0.3009	5.3203	25.3397
Si	5.205	5.8104	25.425
Si	3.0021	8.0511	25.361
Si	7.9865	8.562	25.3678
Si	1.3698	1.4637	26.6259
Si	6.9014	1.4533	26.6307
Si	4.0858	4.2022	26.7255
Si	9.6165	4.1583	26.6211
Si	1.4094	6.9002	26.6816
Si	6.8469	6.9377	26.6665
Si	4.1548	9.6453	26.6462
Si	9.5794	9.6958	26.661
Si	2.7163	0.0332	27.9888
Si	8.1874	0.0492	28.0522
Si	-0.015	2.7632	28.0373
Si	5.4635	2.7576	28.0062
Si	2.7044	5.5103	28.0863
Si	8.1966	5.4916	27.9914
Si	-0.0226	8.244	28.0035
Si	5.4544	8.2408	28.0544
Si	4.1018	1.3673	29.3939
Si	9.5708	1.3673	29.3939
Si	1.3673	4.1018	29.3939
Si	6.8362	4.1018	29.3939
Si	4.1018	6.8362	29.3939
Si	9.5708	6.8362	29.3939
Si	1.3673	9.5708	29.3939
Si	6.8362	9.5708	29.3939
Si	0	0	30.7612
Si	5.469	0	30.7612
Si	2.7345	2.7345	30.7612
Si	8.2035	2.7345	30.7612
Si	0	5.469	30.7612
Si	5.469	5.469	30.7612
Si	2.7345	8.2035	30.7612
Si	8.2035	8.2035	30.7612
Si	1.3673	1.3673	32.1284
Si	6.8362	1.3673	32.1284
Si	4.1018	4.1018	32.1284
Si	9.5708	4.1018	32.1284
Si	1.3673	6.8362	32.1284
Si	6.8362	6.8362	32.1284
Si	4.1018	9.5708	32.1284
Si	9.5708	9.5708	32.1284
Si	2.7345	0	0.6835
Si	8.2035	0	0.6835
Si	0	2.7345	0.6835
Si	5.469	2.7345	0.6835
Si	2.7345	5.469	0.6835
Si	8.2035	5.469	0.6835
Si	0	8.2035	0.6835
Si	5.469	8.2035	0.6835
Si	4.1018	1.3673	2.0507
Si	9.5708	1.3673	2.0507
Si	1.3673	4.1018	2.0507
Si	6.8362	4.1018	2.0507
Si	4.1018	6.8362	2.0507
Si	9.5708	6.8362	2.0507
Si	1.3673	9.5708	2.0507
Si	6.8362	9.5708	2.0507
Si	0	0	3.418
Si	5.469	0	3.418
Si	2.7345	2.7345	3.418
Si	8.2035	2.7345	3.418
Si	0	5.469	3.418
Si	5.469	5.469	3.418
Si	2.7345	8.2035	3.418
Si	8.2035	8.2035	3.418
Si	1.3766	1.3365	4.7986
Si	6.7872	1.3775	4.8309
Si	4.1121	4.0191	4.8551
Si	9.5675	4.0743	4.8464
Si	1.4098	6.7586	4.7846
Si	6.8898	6.7792	4.7651
Si	4.128	9.5513	4.8066
Si	9.5871	9.5386	4.6242
Si	2.6806	-0.1096	6.1936
Si	8.1994	-0.1241	5.9468
Si	-0.0536	2.624	6.207
Si	5.3493	2.5525	6.3975
Si	2.6858	5.3323	6.2339
Si	8.1102	5.3442	6.2475
Si	-0.1104	8.1095	5.941
Si	5.5308	8.1455	6.0943
Si	3.6997	1.2753	7.8316
Si	9.6744	0.9409	7.3836
Si	1.5547	3.6496	7.5804
Si	6.4271	4.2702	7.6341
Si	4.3209	6.6096	7.3553
Si	9.3527	6.9938	7.3688
Si	0.9535	9.6653	7.2794
Si	7.1855	9.2692	7.3786
O	1.4034	4.191	24.8178
O	6.8514	9.6463	24.8182
O	2.6625	2.5384	8.1466
O	8.2754	8.1367	7.9288
O	5.3583	5.4815	7.9844
O	-0.0641	-0.0921	7.8363
O	4.0936	6.9073	24.8592
O	9.5698	1.4562	24.7535
O	1.3669	8.859	8.6562
O	0.753	4.1838	8.9183
O	8.7889	1.1964	8.7715
O	6.791	10.224	8.6887
O	3.9755	0.4871	9.3217
O	3.8379	7.6318	8.5325
O	6.8612	3.7356	9.1449
O	10.2828	6.3941	8.5674
O	3.2836	2.4918	24.0206
O	5.1634	0.5873	23.9798
O	7.8577	3.3457	23.8833
O	10.6059	6.0333	23.9951
O	8.7096	7.9249	24.0347
O	2.3557	8.7294	24.0057
O	5.8415	5.0949	24.1
O	0.4725	10.6442	23.9581
Si	3.7444	10.5166	10.6908
Si	0.975	3.2557	12.6297
Si	-2.4564	-1.9177	11.7153
Si	4.4596	1.7925	23.1369
Si	-6.239	-7.5505	17.2515
Si	3.3887	-11.0645	15.8741
Si	1.1984	9.45	23.1147
Si	15.7987	8.4293	17.4351
Si	-1.8701	3.2922	12.5703
Si	-1.3016	4.3202	19.0936
Si	2.4238	0.5532	21.1214
Si	5.0099	12.9786	14.649
Si	10.7752	18.1471	11.7491
Si	2.5418	0.883	13.1682
Si	7.7225	11.2113	9.6212
Si	0.2298	6.0734	17.0306
Si	5.4483	-2.1376	12.5144
Si	2.4769	-2.9815	9.4566
Si	3.9126	3.5228	12.1833
Si	7.9565	6.0819	20.9824
Si	7.2852	-2.3827	19.2395
Si	10.4717	5.4266	14.0766
Si	2.3844	1.3566	18.2561
Si	9.7545	-2.1434	17.3868
Si	6.6349	2.9499	10.5439
Si	-3.1055	1.4592	14.5884
Si	0.1104	2.007	20.0785
Si	8.9119	0.0102	19.1794
Si	6.6029	4.0712	23.1063
Si	9.9042	7.2457	23.1631
Si	7.6561	2.365	17.578
Si	11.3966	5.6753	9.521
Si	6.4425	7.7973	14.9264
Si	4.5519	-4.6576	13.7159
Si	3.3773	6.1131	16.7064
Si	8.8072	-1.4607	14.653
O	5.9471	7.7344	16.4544
O	5.7527	-2.0283	18.7147
O	7.8588	2.3012	15.9694
O	-1.7244	-1.3583	13.092
O	6.9301	-2.4419	11.9125
O	14.6357	7.3419	17.7396
O	1.1986	1.6503	21.2391
O	3.8832	13.0734	13.3534
O	-2.0005	1.9522	13.52
O	-0.1265	5.6711	11.0291
O	6.151	2.9642	17.8787
O	8.5271	5.3162	19.684
O	-3.0255	-0.1146	14.9464
O	-0.6007	5.648	15.6918
O	-0.0613	7.6211	17.4847
O	-0.4175	3.0563	11.8081
O	7.1266	-3.5868	20.3432
O	10.7623	5.1162	18.2654
O	3.7648	1.1223	21.8299
O	-8.5816	3.4933	11.7182
O	7.8798	0.8932	18.2491
O	10.4114	14.4297	20.276
O	3.6621	6.4216	15.0984
O	0.9149	1.9797	18.6261
O	1.8014	-5.1403	16.7747
O	6.7253	12.2766	10.3619
O	7.7886	14.3928	11.5809
O	9.281	-3.2118	11.2318
O	12.0154	19.0752	11.3296
O	0.8342	4.4248	13.7556
O	-0.3013	-4.0698	13.3541
O	3.2426	9.0198	10.4644
O	1.9325	6.391	9.514
O	5.0873	14.1573	11.1313
O	4.7056	0.797	15.6141
O	2.7896	0.3823	19.5189
O	4.2431	4.822	13.0554
O	9.2234	6.6282	21.833
O	5.6606	9.031	14.1416
O	-1.1454	0.9549	20.1626
O	7.0805	4.9965	21.8411
O	-2.9187	-2.8722	14.8685
O	1.9141	-0.8519	21.7842
O	-0.9005	-0.8311	18.3244
O	2.26	0.5326	16.8425
O	2.7533	-0.2205	14.3404
O	5.561	2.8965	22.6322
O	8.8363	-7.6204	18.1072
O	3.5422	2.4836	17.9675
O	-1.0365	-1.5585	15.8516
O	2.6973	0.4555	11.6419
O	1.2675	1.8236	13.4224
O	-6.9307	-1.3844	16.6312
O	6.393	12.7854	13.8695
O	4.7965	-7.6164	15.5902
O	0.0785	8.3427	22.6897
O	7.9415	-1.0576	19.967
O	4.4394	-3.4788	12.5513
O	-2.6398	-2.7213	17.9576
O	4.967	10.1921	11.7796
O	9.1439	4.6168	13.5335
O	8.5029	-0.6323	10.7116
O	4.2804	-5.9996	17.4046
O	6.115	-4.5815	14.2149

Results
free energy: -54372.206 eV
free energy less fixed offsets of O -447.96, Si -113.29 eV per atom: 2.554 eV
gap between the highest filled and lowest empty level on this k mesh: 1.189 eV

The program warned: the cutoff lies below the one the program advises for these potential files; the forces do not sum to zero within the program's tolerance; the exchange-correlation potential is rough where the density is thin.
